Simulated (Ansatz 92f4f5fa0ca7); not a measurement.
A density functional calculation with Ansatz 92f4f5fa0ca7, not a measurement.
Periodic cell of 166 atoms, Si98O68, from a study of silicon, its oxide and their interface. The atomic structure is a simulated model.

Settings
functional: r2SCAN
potential files: Ansatz norm-conserving
basis: plane waves
wave-function cutoff: 1300 eV
density cutoff ratio: 4
exchange-correlation grid ratio: 1
k mesh: 2 x 2 x 1, shifted by 0.5 0.5 0.5 of a step
self-consistency stop: 5e-08 eV per atom in the density residual
occupations: Fermi-Dirac, 0.05 eV
spin: none
net charge: 0

Cell vectors (angstrom)
a  10.88  0  0
b  0  10.88  0
c  0  0  23.7341

Atoms: element, x, y, z (angstrom)
Si  0.0008  0.2318  0.1549
Si  2.8211  2.3716  0.0311
Si  -0.3507  6.4575  0.2408
Si  3.1617  7.7018  -0.2161
Si  4.8998  1.2341  -0.2205
Si  8.3583  2.2179  -0.077
Si  5.3419  5.4878  0.2895
Si  8.5159  7.5398  0.0621
Si  1.3795  1.409  1.5688
Si  3.9783  4.1377  1.3589
Si  1.557  7.0387  1.4912
Si  4.1839  9.5936  0.9744
Si  6.7404  1.5962  1.329
Si  9.3986  4.0499  1.0512
Si  6.7062  6.6935  1.4517
Si  9.5358  9.6675  1.4326
Si  -0.0907  2.7848  2.5663
Si  3.0062  0.1326  2.4853
Si  0.1277  8.2849  2.7872
Si  2.6844  5.5582  2.9282
Si  5.4076  2.9052  2.8515
Si  7.9636  0.0329  2.8049
Si  5.5128  8.3509  2.4368
Si  8.3729  5.3375  2.6975
Si  1.326  4.1664  4.1263
Si  4.0651  1.266  4.1302
Si  1.631  9.7272  4.0586
Si  4.0749  7.0525  4.0015
Si  6.8931  4.0907  3.9115
Si  9.5137  1.4758  4.0018
Si  6.8389  9.3283  4.0989
Si  9.6312  6.7411  4.0315
Si  -0.1766  -0.0882  5.3033
Si  2.7379  2.6649  5.4822
Si  -0.2916  5.2799  5.6079
Si  2.5693  8.1357  5.4522
Si  5.2392  -0.2109  5.4203
Si  7.9679  2.7366  5.4211
Si  5.4781  5.4592  5.2016
Si  8.2822  8.0287  5.4782
Si  1.2258  1.3562  6.7135
Si  4.1978  4.0792  6.7831
Si  1.1128  6.7757  6.8408
Si  3.8952  9.4495  6.7809
Si  6.6434  1.2678  6.8983
Si  9.2507  3.9126  7.0189
Si  6.7299  6.9225  6.8007
Si  9.6198  9.4826  6.8581
Si  -0.1303  2.7379  8.137
Si  2.4411  0.1411  8.1718
Si  -0.1142  8.1658  8.4224
Si  2.7766  5.6047  8.0938
Si  5.2959  2.7804  8.3756
Si  8.2989  0.0234  8.0555
Si  5.463  8.2584  8.1937
Si  7.7314  5.3093  8.3158
Si  1.0938  4.3521  9.3171
Si  3.7061  1.5561  9.612
Si  1.3257  9.6616  9.6472
Si  4.1691  7.0008  9.7938
Si  6.8801  3.9187  9.7073
Si  9.8867  1.1572  9.5304
Si  6.6004  9.7209  9.5602
Si  9.0715  6.8531  9.6335
Si  -0.2032  -0.4865  11.2157
Si  2.5008  3.4219  10.7104
Si  -0.5088  5.1398  10.5971
Si  3.0414  8.6237  10.9904
Si  4.9199  0.0778  10.9601
Si  8.4994  2.6116  10.5846
Si  4.3359  4.9672  11.3511
Si  8.1002  8.4003  11.0171
Si  4.3853  4.1195  14.2969
Si  1.37  8.8384  13.5314
Si  7.4248  -2.9866  16.4386
Si  5.571  6.6534  18.7799
Si  9.3672  10.1177  15.9253
Si  0.329  1.7623  16.0754
Si  1.6407  3.1506  13.6947
Si  3.7429  4.7755  16.9405
Si  7.1009  2.7711  15.3344
Si  0.1201  5.9557  13.4917
Si  1.4265  9.8228  16.1225
Si  3.7658  2.3446  18.6127
Si  9.0832  5.3192  15.6442
Si  7.3819  4.5566  19.6882
Si  0.8897  16.8372  20.0615
Si  3.1443  8.0117  20.3979
Si  2.3442  10.3816  18.8158
Si  6.8338  11.9504  12.8454
Si  5.5854  3.501  22.0307
Si  8.6226  13.123  20.5272
Si  -0.004  -0.0476  20.8658
Si  6.7145  2.1384  18.2539
Si  7.5806  -1.7355  13.7053
Si  -0.929  7.8511  21.4239
Si  11.5827  4.5689  17.3486
Si  2.7133  3.7553  21.184
O  2.0421  2.7103  -1.4271
O  0.7017  -0.0528  -1.4374
O  5.4583  1.8781  -1.6988
O  5.0672  -0.4114  -0.2254
O  -0.5018  4.8658  -0.0543
O  0.1969  7.359  -1.1972
O  2.9235  8.4165  -1.6676
O  1.7368  7.4082  -3.8531
O  9.7525  0.9334  -7.5738
O  11.3705  4.9441  -4.8228
O  9.761  1.0548  -3.1268
O  9.6267  1.2781  -0.1591
O  4.3967  6.628  -0.3525
O  8.447  7.7414  -1.6253
O  -1.6551  -1.5239  11.6118
O  0.7496  -0.8145  12.6578
O  4.2646  -1.3611  11.6574
O  1.731  2.6992  12.1533
O  4.3395  5.2172  15.484
O  -1.589  4.0064  11.1971
O  2.3244  8.1496  12.4875
O  4.7491  5.4716  18.0291
O  5.8873  4.434  10.8911
O  5.4161  1.1897  12.0675
O  11.1374  5.9772  11.8258
O  7.8142  1.6615  11.7564
O  4.3943  5.0927  12.9534
O  5.7977  3.553  14.7415
O  7.4104  8.0895  12.4226
O  6.4116  7.6912  17.7573
O  3.1967  3.0041  14.2488
O  4.5297  7.2197  19.9732
O  6.6917  1.8153  16.6507
O  1.1258  -6.2313  13.8889
O  11.4871  2.9579  17.0935
O  6.9921  6.1636  19.426
O  10.7482  9.3399  16.0303
O  13.1657  9.3093  14.8378
O  -1.3565  5.5507  14.0313
O  -2.5751  3.8235  15.5545
O  -0.5287  5.1802  16.575
O  0.5538  2.1583  14.4425
O  2.1262  5.2837  16.923
O  0.4188  -3.3616  13.9783
O  7.3254  1.5478  14.2424
O  -4.5103  3.9719  20.7192
O  -2.5582  9.2279  16.9728
O  1.3725  11.4743  16.4888
O  2.1071  9.3397  17.4976
O  2.9938  11.8403  18.3495
O  4.0891  4.0748  21.8274
O  3.8312  3.2325  17.2132
O  6.7997  -2.5037  14.9538
O  8.7587  14.7499  20.2642
O  8.174  6.476  16.2401
O  7.0705  3.7335  18.2778
O  1.0241  10.8785  19.5993
O  2.9277  3.1494  19.7055
O  -0.7931  9.3791  20.9382
O  6.357  4.4897  23.146
O  -1.931  9.8275  14.3975
O  7.9543  12.4192  19.1473
O  6.8458  10.3838  12.9015
O  3.4726  -1.4489  19.5963
O  1.8385  5.1535  21.0416
O  -0.6389  6.6174  20.37
O  7.9618  2.3643  21.9633
O  16.1918  1.8364  18.9223

Results
free energy: -43085.318 eV
free energy less fixed offsets of O -463.61, Si -117.95 eV per atom: -0.738 eV
pressure: -2.02 GPa
stress xx, yy, zz, yz, xz, xy (GPa, positive in tension): 1.11, 2.37, 2.58, -0.46, -1.26, 1.29

Forces (eV/angstrom), in the order of the atoms: element, x, y, z
Si  -0.227  0.0079  -2.2547
Si  -0.1968  0.5269  0.2698
Si  1.9269  1.4259  -1.8882
Si  0.4537  1.6029  0.6856
Si  1.4147  -0.7533  -0.4656
Si  0.1214  1.8874  -2.3923
Si  0.3838  -0.7162  -0.4198
Si  -0.7194  1.616  0.6013
Si  0.5507  -0.1487  -1.3082
Si  -1.717  -1.1857  1.821
Si  -0.3977  -0.989  -0.8489
Si  0.4358  -0.0884  -1.2513
Si  -1.6682  -0.7285  1.281
Si  0.6976  -0.7576  -0.6805
Si  3.058  0.6807  0.6424
Si  -0.5739  -2.0717  -0.3575
Si  0.27  1.3375  1.1371
Si  -0.873  -1.3068  0.6649
Si  0.2346  1.3768  0.332
Si  0.2237  -0.1762  -1.6589
Si  -0.939  -1.524  -1.4818
Si  0.8449  0.569  -0.9433
Si  -0.3964  -0.2748  1.5294
Si  -1.2037  1.0726  -1.0528
Si  -0.9396  -1.1928  0.762
Si  0.9313  1.5645  -0.3266
Si  -1.531  -0.4181  -0.3668
Si  0.6554  -0.6992  0.0351
Si  0.4471  1.1715  1.6952
Si  -1.4579  -0.5206  0.4775
Si  -0.5891  0.8903  0.4748
Si  0.1887  0.2155  0.4871
Si  2.0409  1.1758  0.0375
Si  -0.4998  0.5693  -0.2967
Si  1.3887  0.2592  -0.2955
Si  -0.2193  -0.1273  0.1095
Si  2.1284  0.3637  0.3369
Si  0.3944  -1.15  0.6323
Si  -0.0178  1.2383  1.2742
Si  -0.0844  0.5938  -0.0684
Si  -1.1237  0.5757  -0.6899
Si  -0.7742  0.5632  -0.3656
Si  0.5535  0.1482  0.1025
Si  -0.394  0.0899  1.8614
Si  -0.222  0.577  -0.7427
Si  -1.575  1.2542  -1.059
Si  -0.2593  -2.0729  -0.3599
Si  -0.5341  -0.7892  -0.6267
Si  2.4598  -0.9649  -0.0881
Si  1.2471  -0.3879  -0.1994
Si  0.2237  -0.5449  -0.4212
Si  -0.2341  0.4198  0.4206
Si  1.0758  -1.1584  -1.011
Si  -1.2715  -0.0183  1.4892
Si  -0.8929  0.1365  0.2049
Si  1.8401  2.9341  -2.1493
Si  0.7022  -0.3066  -2.104
Si  -0.6565  0.2473  -0.1424
Si  0.09  -1.3416  0.3743
Si  -0.8412  -1.8503  -0.4691
Si  -2.814  -1.661  0.3979
Si  -1.1994  -0.2344  0.5684
Si  1.3843  0.619  0.4888
Si  0.8012  -1.1046  -0.8551
Si  -0.6893  -2.4174  1.728
Si  0.9904  -2.3471  2.7469
Si  -1.5835  1.7812  2.0517
Si  -1.1207  -0.4951  2.2381
Si  0.289  -1.2508  0.1808
Si  0.093  0.301  1.74
Si  1.5124  0.0794  -1.8573
Si  -1.4834  0.6662  -1.607
Si  0.1452  1.4489  -0.3242
Si  -0.1962  -1.4065  -0.1378
Si  -1.3301  1.894  1.5416
Si  0.8462  1.3761  -0.1712
Si  -0.67  1.0961  1.4697
Si  -0.579  -2.3363  -1.9265
Si  -0.1742  -1.06  -0.0262
Si  -0.3971  3.1916  -0.7817
Si  -0.9845  -1.2854  0.2824
Si  1.2002  0.0901  -1.4123
Si  -0.0702  1.7312  1.6805
Si  0.8527  -2.3515  -1.6886
Si  -1.0678  -2.0193  -2.4233
Si  0.1173  0.6887  -2.0208
Si  -2.1488  3.3865  0.09
Si  1.2104  1.8144  0.3945
Si  1.8031  -0.0752  -1.5223
Si  -0.1249  -0.1452  -1.3615
Si  1.8072  1.0346  -1.7264
Si  0.849  -1.6621  -1.8615
Si  -0.8769  -1.6929  -0.8094
Si  1.897  1.0359  -0.7984
Si  -0.9105  0.1925  -0.4052
Si  0.3665  -0.6536  -0.1236
Si  1.0381  0.0839  0.703
Si  -2.7686  -0.1458  0.1967
O  0.7066  0.8817  -0.5951
O  -0.1941  0.9019  3.1614
O  -0.8674  0.0814  1.746
O  -1.4699  -0.5077  0.6257
O  -0.4999  -0.9303  0.3775
O  -0.939  -0.3826  1.8456
O  0.516  -1.599  -2.122
O  0.0997  -1.5027  -0.3252
O  -0.6017  -1.5688  -0.1737
O  0.4618  -0.7514  -1.2992
O  0.3787  1.8142  0.5006
O  1.4789  -1.2214  -0.0376
O  -0.9752  0.5789  -1.1069
O  0.4994  -0.3  1.0225
O  4.6097  3.3128  -0.8329
O  -2.1245  1.2359  -0.6288
O  0.2656  2.439  -1.4332
O  0.5713  0.9502  -2.0312
O  -1.9811  0.0266  1.3219
O  0.8663  -0.6959  -0.3536
O  2.112  -0.7628  -3.1617
O  -0.7325  0.5975  0.0609
O  -1.2341  0.4999  1.1804
O  -1.2519  0.5035  0.2843
O  -0.7754  -0.7117  1.2541
O  1.7886  1.4346  -1.2199
O  -0.0568  -0.9894  0.7741
O  1.5565  -1.6092  -0.5601
O  0.0022  -1.1681  2.2237
O  -1.3756  0.0707  -1.6933
O  -0.1323  0.843  0.1969
O  0.3877  -0.6326  -0.6302
O  0.6311  0.929  -0.1362
O  -0.704  2.4366  0.289
O  0.0337  0.9264  0.2948
O  0.635  -2.9256  1.3315
O  2.0174  -0.1983  0.2449
O  -1.9472  0.4282  -0.3415
O  0.0169  0.3507  1.8193
O  0.267  0.8678  0.1737
O  -0.0399  0.6264  -0.4801
O  0.6843  0.4474  1.7215
O  0.7985  -1.3453  0.47
O  0.2631  -0.4887  -0.1735
O  0.2191  2.0689  2.0417
O  -2.225  -0.5561  0.7
O  0.8994  0.4689  -2.1944
O  0.0314  -1.1738  -1.8173
O  0.0231  0.9458  1.2234
O  0.1577  -1.1598  0.7723
O  1.7533  1.1245  0.9403
O  -0.3084  -1.9314  1.3646
O  0.9372  0.0115  0.5916
O  1.0209  0.2969  -1.1559
O  -0.1626  0.4438  -0.1667
O  -0.0474  1.3443  0.5493
O  -0.1828  -0.7298  0.8312
O  -0.026  0.4366  0.6603
O  0.2964  -0.3369  -0.7076
O  -1.6525  -0.9237  -0.4366
O  -1.8031  -0.6174  -1.0901
O  -1.1707  0.5891  0.9016
O  0.7473  -2.635  1.5431
O  -2.086  0.6204  0.8482
O  1.0229  -1.9237  1.3503
O  0.8361  -0.0573  -0.2321
O  -0.0941  -0.769  3.7783
O  -1.8997  0.5729  0.5001
